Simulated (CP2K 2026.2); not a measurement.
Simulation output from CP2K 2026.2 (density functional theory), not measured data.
Periodic cell of 505 atoms, Si360O145, from a study of silicon, its oxide and their interface. The atomic structure is a simulated model.
Doubt: the forces sum to 2.78 eV/angstrom along one axis rather than to zero, so they err by at least 0.0055 eV/angstrom per atom on average; the grid cutoff is modest.

Settings
functional: PBE
method: Gaussian and plane waves
basis set: DZVP-MOLOPT-SR-GTH
pseudopotentials: GTH-PBE
grid cutoff: 350 Ry, relative cutoff 50 Ry
k points: Gamma only
occupations: fixed
spin: none
net charge: 0

Cell vectors (angstrom)
a	16.32	0	0
b	0	16.32	0
c	7.3258	-0.8319	33.6207

Atoms and the computed forces on them: element, x, y, z (angstrom), force x, y, z (eV/angstrom)
Si	14.556	14.955	0.061	0.369	-0.233	0.62
Si	1.781	0.659	0.085	0.266	-0.077	0.514
Si	22.505	3.521	33.368	-0.093	-0.275	0.688
Si	8.033	-0.332	30.69	-0.011	-0.084	-0.071
Si	15.33	9.107	0.218	0	0.062	-0.072
Si	1.795	11.723	0.116	-0.076	0.009	-0.044
Si	3.501	15.256	0.184	-0.209	0.268	0.54
Si	6.565	2.131	0.026	-0.058	0.676	0.33
Si	4.664	3.53	0.059	0.001	0.016	0.037
Si	7.277	6.497	0.024	0.189	-0.238	0.412
Si	3.542	10.071	0.266	0.047	-0.038	-0.011
Si	14.123	11.382	33.617	-0.055	0.088	0.695
Si	10.104	14.312	0.219	0.067	-0.044	-0.013
Si	12.528	1.015	0.017	-0.121	0.346	0.704
Si	16.412	3.913	33.538	0.004	0.087	0.085
Si	13.599	8.225	1.508	-0.034	-0.037	-0.001
Si	10.023	9.094	0.154	0.187	-0.151	0.529
Si	11.881	12.7	0.143	-0.039	-0.002	-0.109
Si	16.309	16.091	1.306	-0.018	0.037	0.007
Si	2.808	2.547	1.214	-0.071	-0.002	0.032
Si	16.335	5.605	1.337	0.031	-0.014	0.001
Si	2.606	8.304	1.462	-0.002	0.002	0.029
Si	16.368	10.827	1.436	-0.029	0.002	0.004
Si	2.627	13.502	1.435	0.032	0	0.021
Si	5.268	16.119	1.503	-0.418	-0.4	0.338
Si	8.258	2.996	1.309	0.133	0.059	-0.033
Si	5.524	5.422	1.225	-0.029	0.036	-0.035
Si	8.256	8.139	1.41	0.023	0.014	-0.027
Si	5.375	10.974	1.401	0.064	0.012	-0.034
Si	8.225	13.48	1.384	-0.031	0.033	-0.047
Si	10.938	16.227	1.364	0.023	0.009	-0.017
Si	13.738	2.789	1.054	-0.021	0.019	-0.072
Si	11.81	7.472	0.211	-0.241	0.044	0.547
Si	10.831	5.609	1.29	0.002	-0.003	-0.068
Si	10.939	10.89	1.352	0.016	0.023	0.053
Si	13.464	13.617	1.612	0.016	0.006	0.021
Si	15	1.363	2.545	-0.035	-0.031	-0.011
Si	1.435	4.073	2.52	-0.013	-0.032	-0.037
Si	14.907	6.771	2.8	0.04	0	-0.015
Si	1.33	9.56	2.942	-0.053	0.029	-0.057
Si	14.964	12.22	2.748	0.008	-0.024	-0.006
Si	1.262	14.828	2.805	0.01	0.011	0.003
Si	4.035	1.309	2.812	-0.037	-0.013	-0.045
Si	6.825	4.163	2.766	-0.038	-0.05	-0.064
Si	4.074	6.799	2.564	0.011	-0.025	-0.041
Si	6.782	9.521	2.655	0.004	-0.008	-0.019
Si	4.088	12.294	2.829	0	0.014	-0.011
Si	6.813	14.85	2.727	0.002	0.03	0.03
Si	9.523	1.388	2.561	-0.024	-0.027	-0.005
Si	12.273	4.099	2.483	0.013	0.006	-0.007
Si	9.56	6.827	2.845	-0.013	0.008	-0.024
Si	12.304	9.641	2.821	-0.05	-0.002	-0.006
Si	9.517	12.13	2.779	0.01	0.017	-0.019
Si	12.2	15.024	2.936	-0.028	-0.005	-0.036
Si	13.654	0.098	4.089	0.029	0.027	-0.03
Si	16.36	2.722	3.932	0.033	-0.015	-0.032
Si	13.544	5.376	4.049	-0.04	-0.023	-0.008
Si	16.271	8.137	4.169	-0.013	-0.02	-0.02
Si	13.641	10.927	4.191	0.017	0.029	0.035
Si	16.263	13.545	4.185	-0.008	-0.014	0.063
Si	2.661	-0.074	4.105	0.014	-0.013	0.041
Si	5.448	2.727	4.068	0.023	0.022	-0.012
Si	2.753	5.416	3.963	-0.058	0.02	0.026
Si	5.427	8.135	3.997	-0.009	0.027	0.007
Si	2.735	10.923	4.193	0.012	0.008	-0.014
Si	5.472	13.586	4.178	0.007	0.016	0.006
Si	8.147	0.033	3.981	0.005	-0.032	-0.014
Si	10.916	2.737	3.925	0.028	-0.005	-0.002
Si	8.168	5.475	4.155	0.013	0.003	0.01
Si	10.93	8.217	4.127	-0.011	-0.016	0.029
Si	8.133	10.814	4.114	-0.003	-0.037	0.004
Si	10.826	13.57	4.148	0	0.015	-0.02
Si	14.943	14.996	5.47	-0.01	-0.002	-0.001
Si	1.332	1.367	5.399	0.004	-0.004	-0.021
Si	14.975	4.041	5.36	-0.014	-0.016	-0.01
Si	1.381	6.748	5.401	0.043	0.003	-0.02
Si	14.949	9.511	5.527	0.007	0	0.01
Si	1.352	12.244	5.536	-0.011	-0.001	0.023
Si	4.08	14.961	5.478	-0.02	-0.011	0.004
Si	6.812	1.359	5.405	-0.01	-0.027	0.015
Si	4.082	4.093	5.401	-0.016	0.01	-0.001
Si	6.772	6.829	5.446	0.014	0.025	0.006
Si	4.105	9.491	5.438	-0.002	-0.024	-0.007
Si	6.813	12.197	5.491	-0.004	0.003	0.013
Si	9.469	14.987	5.421	0.007	0.018	-0.016
Si	12.241	1.425	5.399	-0.022	-0.015	-0.003
Si	9.559	4.053	5.39	0.043	-0.019	-0.002
Si	12.25	6.781	5.44	0.001	0.018	0.01
Si	9.518	9.507	5.486	-0.002	-0.004	0.006
Si	12.233	12.27	5.507	0.005	-0.018	0.004
Si	16.321	0.024	6.808	0.004	-0.013	-0.001
Si	2.712	2.724	6.756	0.02	-0.012	-0.007
Si	16.322	5.406	6.755	-0.001	-0.008	-0.001
Si	2.727	8.126	6.778	-0.01	0	0.007
Si	16.322	10.865	6.866	0.009	0	0.009
Si	2.727	13.612	6.851	-0.005	-0.008	0.01
Si	5.45	0.018	6.796	-0.017	0.006	0.018
Si	8.187	2.706	6.763	-0.011	0.009	0.013
Si	5.429	5.443	6.788	-0.002	-0.015	0.006
Si	8.145	8.154	6.825	0.013	-0.005	0.01
Si	5.446	10.842	6.829	0.013	-0.001	0.014
Si	8.149	13.612	6.814	-0.007	0.011	-0.01
Si	10.876	0.023	6.751	0.014	0.004	-0.012
Si	13.61	2.738	6.779	-0.001	-0.005	-0.002
Si	10.879	5.427	6.784	-0.007	0.012	0
Si	13.589	8.13	6.836	-0.008	0.017	0.013
Si	10.873	10.882	6.834	0.01	0.005	0.014
Si	13.586	13.641	6.842	-0.006	0.01	0.007
Si	14.948	1.365	13.582	0.005	-0.009	0.001
Si	17.689	4.085	13.576	0.014	-0.001	-0.004
Si	14.96	6.813	13.598	0.014	0.014	0.004
Si	17.707	9.537	13.605	0.008	-0.005	-0.002
Si	14.965	12.249	13.583	-0.019	0.003	0.001
Si	17.684	14.969	13.576	0.006	0.006	-0.016
Si	4.08	1.369	13.581	-0.015	-0.018	-0.009
Si	6.787	4.085	13.612	0.005	0.005	-0.015
Si	4.123	6.803	13.616	0.008	0.009	-0.002
Si	6.797	9.497	13.631	-0.001	-0.005	0.009
Si	4.067	12.22	13.612	-0.004	0.011	-0.008
Si	6.797	14.934	13.621	-0.02	0.002	0.006
Si	9.506	1.35	13.589	0.003	0.008	0.004
Si	12.249	4.093	13.601	-0.016	-0.013	0.006
Si	9.51	6.781	13.6	0.004	-0.01	-0.009
Si	12.225	9.513	13.601	0.003	0.012	-0.001
Si	9.504	12.208	13.629	0.009	-0.01	-0.008
Si	12.223	14.953	13.574	-0.009	-0.003	-0.014
Si	13.574	-0.004	14.923	0	0	0.004
Si	16.329	2.722	14.924	-0.008	0.001	-0.012
Si	13.615	5.453	14.972	-0.004	-0.02	-0.003
Si	16.321	8.199	14.937	-0.02	-0.006	-0.012
Si	13.593	10.891	14.931	0.021	0.018	0.009
Si	16.342	13.606	14.934	0.002	0.012	-0.01
Si	19.037	0.017	14.935	-0.006	0.003	-0.024
Si	5.403	2.738	14.961	-0.017	0.032	0.007
Si	19.059	5.443	14.925	0	-0.029	-0.02
Si	5.483	8.129	15.033	-0.007	-0.012	0.007
Si	19.051	10.876	15.018	0.009	0.014	0.009
Si	5.427	13.56	14.975	0	0	0.002
Si	8.178	-0.034	14.963	0.026	-0.012	-0.003
Si	10.864	2.729	14.928	0.015	0.008	-0.008
Si	8.145	5.441	14.982	-0.019	-0.026	-0.012
Si	10.869	8.131	14.958	-0.022	0.005	-0.002
Si	8.162	10.825	15.01	0.024	0.004	0.01
Si	10.852	13.615	14.946	0.005	0.006	-0.024
Si	15.011	15.017	16.249	-0.025	-0.004	0.001
Si	17.718	1.419	16.299	0.015	-0.011	-0.025
Si	14.961	4.04	16.295	0.044	0.029	-0.011
Si	17.697	6.817	16.231	0	0.021	0.004
Si	14.979	9.579	16.303	-0.013	0.018	-0.019
Si	17.639	12.238	16.354	-0.01	-0.005	-0.005
Si	4.018	14.923	16.278	-0.04	-0.015	-0.012
Si	6.788	1.348	16.238	-0.002	-0.032	0.023
Si	4.041	4.103	16.354	-0.005	-0.042	0.001
Si	6.815	6.74	16.442	0.02	0.017	0
Si	4.138	9.521	16.371	-0.012	0.006	-0.004
Si	6.819	12.224	16.349	-0.027	-0.002	-0.02
Si	9.523	14.936	16.386	0.03	0.002	-0.003
Si	12.156	1.312	16.27	-0.036	0.006	-0.02
Si	9.549	4.109	16.303	0.019	0.023	-0.015
Si	12.275	6.843	16.328	0.014	0.007	0.031
Si	9.466	9.377	16.373	-0.036	-0.018	0.026
Si	12.22	12.257	16.259	-0.037	0.013	0.011
Si	16.347	0.095	17.626	-0.008	-0.019	0.025
Si	18.993	2.789	17.751	-0.009	0.042	-0.021
Si	16.371	5.441	17.571	0.01	-0.039	-0.012
Si	19.016	8.16	17.631	0.005	-0.014	-0.013
Si	16.238	10.939	17.76	0.009	0.056	0.008
Si	18.976	13.608	17.703	0.021	0.05	0.013
Si	5.408	-0.029	17.542	0.021	0.023	-0.001
Si	8.162	2.707	17.57	-0.038	0.015	0.068
Si	5.389	5.4	17.779	0.012	-0.005	0.003
Si	8.209	7.975	17.913	0.055	0.012	-0.01
Si	5.561	10.835	17.756	0.016	-0.044	0.007
Si	8.136	13.587	17.75	0.031	-0.032	-0.036
Si	10.847	0.01	17.764	-0.005	0.023	-0.005
Si	13.554	2.623	17.572	-0.017	-0.022	-0.008
Si	10.946	5.452	17.671	-0.078	-0.018	0.005
Si	13.652	8.239	17.669	-0.053	-0.022	-0.024
Si	10.835	10.843	17.553	0.034	0.027	-0.021
Si	13.62	13.665	17.536	0.026	-0.021	0.033
Si	14.95	1.416	19.001	0.016	0.056	0.035
Si	17.609	4.167	19.14	-0.016	-0.049	0.032
Si	15.009	6.783	18.904	0.045	-0.045	0.021
Si	17.636	9.509	18.992	-0.004	-0.009	0.052
Si	14.843	12.379	19.081	-0.008	-0.055	0.046
Si	17.575	15.022	19.056	0.034	-0.002	0.03
Si	20.419	1.341	18.917	-0.001	-0.003	0.01
Si	6.727	3.876	19.006	-0.352	-0.304	-0.436
Si	20.32	6.824	19.076	-0.007	0.034	0.031
Si	6.873	9.425	19.245	-0.027	0.036	0.032
Si	20.438	12.238	18.971	0.006	0.013	0.004
Si	6.741	15.023	19.008	-0.001	-0.028	0.041
Si	9.376	1.361	19.071	-0.049	-0.016	-0.011
Si	12.253	3.988	18.928	0.041	-0.032	-0.01
Si	9.773	6.676	19.306	-0.082	-0.045	-0.038
Si	12.303	9.679	18.958	0.009	0.065	0.077
Si	9.496	12.116	19.004	-0.042	-0.011	0.073
Si	12.386	15.025	18.985	0.01	0.001	0.015
Si	14.185	-0.385	20.349	0.02	-0.228	-0.49
Si	15.638	3.367	20.211	-0.118	0.179	-0.782
Si	13.882	5.153	20.13	0.197	-0.275	-0.352
Si	16.527	7.907	20.303	-0.08	0.125	-0.625
Si	12.954	11.557	20.265	0.03	0.074	-0.649
Si	15.81	14.12	20.321	-0.05	-0.027	0.029
Si	18.17	0.449	25.719	0.014	0.012	0.09
Si	5.785	2.182	20.307	0.071	0.012	0.013
Si	18.783	5.735	20.51	0.343	-0.378	-0.142
Si	5.045	8.451	20.435	0.289	-0.173	-0.687
Si	19.2	10.732	20.216	-0.122	0.077	-0.582
Si	5.155	13.88	20.281	0.329	-0.271	-0.592
Si	7.559	0.431	20.374	-0.002	0.014	0.058
Si	10.624	2.949	20.266	-0.141	0.222	-0.327
Si	9.119	4.772	20.704	0.648	0.185	-0.4
Si	11.051	8.349	20.361	0.334	-0.284	-0.164
Si	8.64	10.438	20.499	-0.146	0.158	-0.703
Si	11.266	13.232	19.966	0.047	0.08	0.053
Si	14.827	0.04	23.386	-0.073	0.007	-0.266
Si	16.023	2.897	23.321	-0.096	-0.006	0.076
Si	15.935	9.545	25.297	-0.045	0.073	-0.1
Si	18.502	12.11	22.939	0.065	-0.063	-0.026
Si	11.162	13.555	26.067	0.273	-0.313	-0.385
Si	12.36	0.065	25.119	-0.127	-0.078	0.027
Si	19.24	-0.15	20.225	-0.287	0.195	-0.635
Si	5.112	3.2	22.378	-0.128	0.134	-0.49
Si	19.936	5.144	22.56	-0.021	0.15	0.052
Si	20.692	10.562	26.961	-0.041	-0.04	-0.14
Si	19.82	0.571	23.081	0.071	-0.105	-0.15
Si	8.156	10.366	23.473	0.062	-0.026	0.014
Si	10.946	0.947	22.529	-0.024	0.004	-0.082
Si	12.608	7.378	21.993	0.338	0.53	-0.234
Si	21.662	8.365	28.905	-0.077	-0.01	0.113
Si	12.986	12.413	23.157	-0.17	-0.339	0.211
Si	7.835	4.561	23.487	0.021	-0.046	-0.041
Si	10.816	14.34	21.924	-0.014	-0.363	-0.531
Si	9	6.37	31.713	-0.32	0.247	0.484
Si	17.002	5.148	28.87	0.023	-0.115	0
Si	7.836	6.659	28.815	0.118	-0.107	0.057
Si	17.352	2.563	27.605	-0.008	-0.013	-0.027
Si	17.581	3.529	31.489	-0.406	0.089	0.502
Si	20.766	11.968	31.93	-0.616	0.097	0.403
Si	8.65	3.44	31.415	-0.214	0.132	0.126
Si	18.943	9.452	24.634	0.001	0.036	0.026
Si	19.115	1.067	30.751	0.073	-0.056	0.004
Si	11.425	2.136	27.073	0.005	-0.045	-0.066
Si	12.332	11.713	25.287	-0.4	-0.005	-0.257
Si	11.434	2.375	31.437	0.3	0.25	0.422
Si	8.361	-0.363	22.48	-0.223	0.005	-0.504
Si	15.887	13.73	22.645	-0.018	-0.046	-0.623
Si	0.78	7.537	0.195	-0.003	0	0.008
Si	21.001	0.808	26.748	-0.014	0.016	0.068
Si	7.356	3.701	28.606	-0.028	0.017	0.038
Si	7.183	-0.071	25.264	0.114	-0.003	-0.047
Si	22.388	9.239	31.733	0.081	-0.39	0.479
Si	15.698	5.625	24.455	-0.083	0.072	-0.03
Si	14.771	8.208	22.803	-0.594	-0.038	-0.034
Si	15.541	9.284	31.625	-0.326	-0.45	-0.183
Si	15.042	0.909	28.581	-0.098	0.139	-0.085
Si	20.795	7.333	23.237	-0.212	-0.554	-0.066
Si	20.275	5.051	31.671	-0.021	0.164	-0.017
Si	21.915	1.404	29.541	0.054	-0.052	-0.003
Si	19.953	3.544	26.871	-0.091	-0.076	0.138
Si	11.522	7.724	24.748	-0.234	0.633	0.073
Si	18.414	4.438	24.192	0.3	0.24	-0.433
Si	16.196	11.689	29.746	-0.008	0.097	0.045
Si	8.407	13.216	29.624	0.022	-0.055	-0.015
Si	16.732	13.946	31.706	0.067	-0.324	0.441
Si	13.05	3.43	28.976	0.03	0.001	-0.013
Si	14.322	6.35	29.14	-0.239	0.254	0.594
Si	6.427	12.361	25.275	0.495	0.269	0.281
Si	7.166	7.539	24.376	0.093	0.118	0.067
Si	15.093	12.048	26.793	-0.052	-0.043	-0.028
Si	18.273	14.862	29.316	-0.062	0.028	-0.009
Si	10.863	0.321	29.557	0.01	-0.038	0.109
Si	20.063	5.806	28.704	-0.047	-0.02	0.116
Si	8.779	10.603	31.384	0.338	0.171	0.489
Si	19.274	12.275	29.109	0.023	0.015	0.155
Si	11.049	8.667	31.648	-0.153	0.398	0.489
Si	14.596	-0.338	31.371	-0.011	0.168	0.078
Si	8.014	13.555	26.538	-0.419	-0.377	-0.305
Si	14.224	7.331	26.393	-0.027	0.009	-0.074
Si	12.662	13.496	31.657	-0.041	-0.103	0.037
Si	16.098	15.018	27.039	-0.036	-0.066	0.097
Si	21.057	13.984	23.153	0.025	-0.067	-0.037
Si	13.96	7.587	31.118	0.51	0.103	-0.299
Si	11.481	13.77	29.083	-0.011	-0.041	-0.001
Si	9.32	7.759	26.526	0.128	0.025	-0.057
Si	8.65	2.689	25.882	-0.028	-0.004	-0.014
Si	10.725	9.885	25.169	0.575	-0.142	-0.127
Si	14.946	1.37	8.155	-0.017	-0.01	0.012
Si	17.677	4.069	8.139	-0.017	-0.017	-0.007
Si	14.982	6.774	8.153	-0.003	0.005	0.003
Si	17.7	9.488	8.173	-0.011	0.01	0.004
Si	14.95	12.252	8.183	0.011	0.001	-0.015
Si	17.68	14.984	8.177	0.026	0.022	-0.002
Si	4.076	1.378	8.139	0.006	0.008	0.001
Si	6.812	4.072	8.123	0.008	0.009	0
Si	4.078	6.789	8.162	0.004	0.008	0.001
Si	6.806	9.51	8.195	0.005	0.01	0.004
Si	4.085	12.221	8.178	-0.02	0	-0.004
Si	6.786	14.961	8.169	-0.01	-0.021	0.002
Si	9.524	1.354	8.147	0.007	-0.016	-0.002
Si	12.251	4.09	8.149	0.02	0.018	0.003
Si	9.513	6.777	8.155	-0.014	-0.021	0
Si	12.228	9.504	8.181	-0.014	-0.024	0
Si	9.515	12.255	8.178	0.014	0.016	0.001
Si	12.211	14.996	8.166	0	-0.001	0.015
Si	13.588	0.018	9.519	0.002	0	0.005
Si	16.317	2.723	9.51	0.003	-0.001	0.002
Si	13.604	5.44	9.518	-0.001	-0.004	0.004
Si	16.33	8.14	9.527	0.018	-0.01	0.003
Si	13.596	10.872	9.531	-0.011	0.017	-0.008
Si	16.32	13.612	9.527	-0.01	-0.003	-0.005
Si	2.732	0.014	9.522	-0.01	-0.004	0.009
Si	5.446	2.725	9.499	-0.012	-0.009	-0.01
Si	2.714	5.432	9.511	-0.001	0.009	0.003
Si	5.439	8.143	9.53	0	0.004	0.004
Si	2.727	10.863	9.533	0.013	-0.014	-0.002
Si	5.441	13.59	9.533	-0.001	0.012	-0.001
Si	8.161	-0.004	9.517	0.002	-0.006	0.002
Si	10.882	2.721	9.502	0.001	-0.002	0
Si	8.157	5.421	9.513	0.01	0.009	0.001
Si	10.862	8.145	9.526	0.001	0.011	0.002
Si	8.158	10.885	9.539	-0.009	-0.006	0.001
Si	10.872	13.614	9.531	-0.001	0.002	0
Si	14.946	14.967	10.871	-0.009	0.003	-0.001
Si	17.675	1.363	10.869	-0.001	0.007	0.007
Si	14.966	4.087	10.876	-0.004	-0.001	0.002
Si	17.696	6.796	10.891	-0.005	-0.001	0.007
Si	14.967	9.512	10.884	0.004	0.001	0
Si	17.685	12.243	10.875	-0.001	0.004	-0.003
Si	4.088	14.962	10.884	-0.007	-0.017	-0.004
Si	6.795	1.358	10.87	0.002	0.002	0
Si	4.086	4.082	10.866	0.009	0.003	-0.002
Si	6.81	6.789	10.878	-0.016	-0.004	0
Si	4.087	9.506	10.892	0.001	0.006	-0.004
Si	6.79	12.227	10.903	0.002	0.008	-0.003
Si	9.503	14.953	10.895	0.008	-0.006	0.013
Si	12.235	1.376	10.878	0.003	-0.012	-0.002
Si	9.515	4.064	10.877	0.002	0	-0.001
Si	12.233	6.793	10.878	0.002	0.01	-0.001
Si	9.514	9.514	10.89	0.002	0.004	-0.002
Si	12.231	12.236	10.879	0.005	0.001	0.002
Si	16.308	0.002	12.226	-0.015	-0.023	0.004
Si	2.72	2.721	12.217	-0.005	0.004	0
Si	16.322	5.45	12.238	0	0	-0.003
Si	2.741	8.155	12.261	0.012	0.007	-0.002
Si	16.334	10.883	12.237	0.002	0.012	0.011
Si	2.729	13.598	12.238	0.017	0.023	0.005
Si	5.453	-0.006	12.248	0.012	0.006	-0.009
Si	8.141	2.715	12.243	-0.009	-0.024	-0.001
Si	5.448	5.44	12.233	0	0.002	0.003
Si	8.156	8.154	12.25	0.007	0.016	-0.002
Si	5.435	10.856	12.265	-0.022	-0.02	-0.002
Si	8.15	13.575	12.261	-0.01	-0.014	0.008
Si	10.873	0.008	12.227	0.011	0.006	0
Si	13.601	2.736	12.232	0.016	0.023	-0.003
Si	10.872	5.427	12.236	-0.002	0	-0.004
Si	13.589	8.157	12.238	-0.02	-0.009	0.004
Si	10.872	10.879	12.246	0.003	0.005	-0.008
Si	13.593	13.597	12.226	-0.001	-0.002	-0.007
O	20.61	1.642	30.477	0.049	0.21	0.378
O	6.294	0.611	0.516	0.48	-0.441	-0.173
O	7.581	4.708	20.144	-0.246	0.156	0.166
O	14.068	0.102	21.937	-0.419	0.425	0.196
O	10.241	2.519	26.064	0.353	-0.041	-0.463
O	15.865	2.874	21.733	0.144	-0.348	0.152
O	9.84	9.374	20.895	0.001	-0.202	0.468
O	18.986	0.548	21.682	-0.197	0.531	0.131
O	13.004	11.33	21.913	0.136	-0.318	0.365
O	17.056	12.772	23.233	-0.207	-0.101	0.243
O	19.663	11.459	27.796	-0.35	0.174	0.009
O	5.546	7.508	24.465	-0.156	-0.026	0.514
O	21.788	13.208	32.303	0.452	0.229	-0.5
O	17.64	6.87	20.933	0.175	0.1	0.251
O	21.022	2.411	26.464	0.362	0.177	-0.179
O	5.32	7.821	21.918	0.302	-0.304	0.179
O	20.301	9.655	20.776	0.092	0.178	0.182
O	18.84	10.904	23.941	-0.085	0.013	0.248
O	21.715	11.526	26.192	-0.134	-0.088	0.277
O	20.262	14.94	20.514	0.042	0.091	0.055
O	5.606	13.561	21.83	0.528	-0.115	0.347
O	11.272	2.252	21.637	0.268	0.364	0.17
O	8.964	4.586	22.32	0.314	-0.173	0.305
O	7.706	8.803	23.502	-0.087	-0.229	-0.288
O	17.439	9.01	25.032	0.041	-0.679	0.25
O	13.338	12.337	32.548	-0.06	0.054	-0.18
O	21.559	8.573	30.51	-0.523	-0.064	0.048
O	14.963	10.245	32.809	0.117	-0.192	-0.044
O	12.45	13.001	30.128	0.207	-0.341	-0.172
O	20.765	15.578	23.215	0.479	0.111	-0.133
O	9.806	2.348	31.522	-0.113	-0.262	0.129
O	15.88	10.226	30.355	-0.072	-0.385	-0.583
O	17.588	3.141	23.645	0.243	-0.272	-0.22
O	15.965	15.354	31.943	0.29	0.424	0.276
O	11.792	13.547	22.972	0.029	0.072	0.125
O	5.574	13.46	24.43	0.04	0.303	0.292
O	7.991	1.306	25.405	0.134	0.146	-0.394
O	18.456	5.79	28.657	0.022	0.281	-0.104
O	19.743	6.44	32.305	0.022	0.336	-0.468
O	15.473	1.462	23.818	0.009	-0.065	0.21
O	7.684	14.416	30.445	-0.532	-0.15	0.167
O	17.164	15.527	25.93	0.054	-0.345	-0.41
O	8.068	6.519	30.402	-0.328	0.094	0.099
O	17.867	2.096	30.791	-0.416	-0.163	-0.375
O	11.325	-0.427	21.735	0.376	0.019	-0.373
O	13.803	-0.399	24.564	0.213	-0.436	0.199
O	13.633	7.088	27.87	-0.473	0.236	0.079
O	8.358	3.573	29.85	0.484	0.188	-0.261
O	15.32	6.785	23.395	-0.039	-0.152	-0.281
O	19.347	13.843	28.677	0.315	0.07	-0.65
O	15.93	6.345	28.848	0.284	0.433	-0.271
O	9.179	7.081	27.991	0.278	-0.191	0.226
O	20.728	1.93	23.185	-0.062	0.053	0.411
O	10.41	6.916	25.642	0.116	-0.468	-0.052
O	8.446	-0.047	32.213	0.028	0.345	-0.21
O	14.01	6.421	32.291	-0.248	-0.097	-0.303
O	9.303	-0.01	29.757	-0.238	0.103	-0.394
O	21.49	9.709	28.06	0.456	0.052	0.253
O	13.991	2.127	28.736	0.116	-0.225	0.092
O	20.634	5.293	30.127	0.481	-0.184	-0.114
O	16.019	11.066	25.869	0.353	0.342	0.052
O	16.519	1.578	28.567	0.157	0.076	0.538
O	5.628	0.131	25.642	-0.292	-0.186	-0.335
O	11.65	0.849	30.88	0.382	-0.392	0.076
O	14.313	1.096	32.072	0.05	0.217	-0.281
O	15.836	12.849	30.852	-0.689	-0.156	0.06
O	12.56	8.461	31.084	0.084	0.372	-0.115
O	16.928	4.479	30.349	-0.508	0.149	0.148
O	20.535	7.313	28.447	-0.247	0.11	-0.444
O	18.922	2.854	27.957	0.256	0.058	0.613
O	15.203	4.151	23.967	-0.593	0	-0.029
O	9.863	9.318	26.505	-0.207	0.258	0.273
O	7.855	7.672	25.83	-0.527	0.178	0.257
O	12.995	7.647	25.409	0.279	-0.048	-0.28
O	18.678	0.556	24.209	-0.187	0.184	-0.165
O	14.438	13.139	23.114	0.148	-0.149	0.254
O	7.811	13.166	28.114	-0.277	-0.276	-0.087
O	9.555	13.293	26.072	0.059	-0.193	-0.36
O	7.314	-0.538	23.708	-0.571	-0.118	-0.049
O	21.691	10.655	32.063	0.076	0.154	0.273
O	8.273	11.813	30.424	-0.531	0.159	-0.049
O	16.919	14.796	28.431	-0.303	-0.267	0.079
O	21.046	15.458	33.267	0.04	0.205	-0.156
O	9.26	14.562	22.421	-0.428	-0.305	0.28
O	15.347	11.814	28.376	-0.165	-0.231	0.142
O	7.551	6.125	23.721	-0.031	0.111	-0.493
O	15.985	15.226	23.288	0.335	0.304	0.173
O	7.124	11.269	24.303	-0.115	0.059	-0.102
O	13.587	11.627	26.364	-0.097	-0.233	0.389
O	6.774	0.62	30.324	0.031	-0.088	0.453
O	20.639	4.828	27.552	0.368	0.249	0.003
O	10.343	7.22	31.412	0.18	-0.36	0.127
O	16.917	8.622	32.217	0.309	0.003	-0.487
O	7.989	3.043	27.298	-0.004	0.101	0.256
O	20.234	12.046	30.397	0.119	0.034	-0.04
O	17.311	5.574	24.598	0.317	0.512	0.292
O	19.621	13.247	23.099	-0.112	0.271	0.173
O	15.425	13.627	26.532	-0.183	0.184	-0.154
O	21.562	4.506	32.468	0.109	0.201	-0.092
O	13.484	14.865	31.634	-0.097	0.081	-0.064
O	18.825	0.028	29.547	0.246	0.254	-0.447
O	19.199	4.039	25.546	-0.106	0.106	0.057
O	9.383	4.802	31.892	0.544	-0.095	0.162
O	6.808	7.846	28.548	0.294	0.429	-0.175
O	11.738	13.327	27.574	0.274	-0.038	0.108
O	19.561	8.33	23.631	-0.214	0.01	-0.374
O	7.613	9.466	31.247	0.124	-0.373	-0.053
O	14.998	-0.118	27.306	-0.505	0.097	-0.288
O	16.675	4.04	27.71	-0.46	0.24	-0.239
O	19.887	9.607	25.937	0.055	-0.301	0.185
O	12.158	3.481	27.616	-0.256	0.522	-0.226
O	7.363	3.013	32.315	0.124	-0.25	-0.194
O	18.026	14.263	30.799	0.426	0.121	0.174
O	14.799	-0.07	29.816	0.087	-0.218	-0.109
O	18.461	11.515	21.438	-0.546	0.323	-0.167
O	15.722	8.613	21.537	0.077	0.592	-0.141
O	13.167	5.922	21.425	-0.041	-0.051	0.407
O	11.704	0.951	23.934	-0.114	0.305	0.246
O	11.63	7.052	23.276	-0.472	-0.102	-0.037
O	21.553	0.521	28.236	-0.095	-0.7	0.093
O	19.092	0.45	32.235	-0.357	0.064	0.002
O	15.225	8.602	26.408	0.104	0.179	0.362
O	15.042	9.388	23.924	-0.163	0.384	-0.055
O	6.498	3.721	23.092	-0.106	-0.146	0.255
O	17.399	1.823	26.159	-0.119	0.16	-0.553
O	11.214	13.864	32.297	-0.425	-0.086	-0.469
O	7.16	5.276	28.307	-0.266	-0.047	-0.23
O	8.421	3.87	24.814	0.151	0.336	0.049
O	9.356	0.88	22.846	-0.268	0.489	0.385
O	13.888	4.785	29.172	0.26	-0.027	0.063
O	7.781	15.15	26.287	-0.066	0.361	0.564
O	11.72	15.36	29.117	0.335	0.085	-0.195
O	17.774	11.789	29.456	0.139	-0.322	-0.077
O	22.356	2.886	29.057	-0.42	0.23	0.086
O	9.659	10.515	24.08	0.275	0.463	-0.134
O	11.489	15.076	25.543	0.014	0.331	0.054
O	14.999	6.008	25.862	-0.066	-0.565	0.533
O	19.095	3.981	31.871	0.197	-0.435	0.072
O	19.496	0.225	26.633	-0.084	-0.485	0.439
O	8.121	10.946	21.958	-0.426	0.261	-0.012
O	10.843	1.416	28.387	-0.11	0.203	0.209
O	12.12	3.329	30.308	0.039	0.386	0.217
O	10.181	9.863	30.89	0.25	0.105	-0.52
O	9.978	13.474	29.516	0.242	-0.145	-0.009
O	12.447	1.104	26.354	0.539	0.15	0.247

Results
total energy: -102085.607 eV
total energy less fixed offsets of O -438.35, Si -107.03 eV per atom: 5.943 eV
